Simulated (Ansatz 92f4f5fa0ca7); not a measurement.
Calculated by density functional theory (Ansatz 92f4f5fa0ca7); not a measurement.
Periodic cell of 216 atoms, Si120O64H32, with a vacuum gap, from a study of silicon, its oxide and their interface. The atomic structure is a simulated model.

Settings
functional: r2SCAN
potential files: Ansatz PAW
basis: plane waves
wave-function cutoff: 800 eV
density cutoff ratio: 5
exchange-correlation grid ratio: 1
k mesh: 1 x 1 x 1, shifted by 0.5 0.5 0 of a step
self-consistency stop: 1e-11 eV per atom in the density residual
occupations: fixed
spin: none
net charge: 0
applied field: sawtooth along c, amplitude -0.015 V/angstrom in the program's sign convention, ramp centred at 0.9874 of c and 0.0252 of c wide, no dipole correction

Cell vectors (angstrom)
a  10.88  0  0
b  0  10.88  0
c  0  0  39.6647

Atoms: element, x, y, z (angstrom)
Si  0.1602  -0.1171  26.0668
Si  2.9843  2.3469  26.1965
Si  -0.2609  5.7919  25.9487
Si  2.1985  8.3735  25.9171
Si  5.2119  0.1285  26.0734
Si  7.9012  2.9152  25.8196
Si  5.6427  5.1146  25.896
Si  8.305  7.8779  26.1745
Si  1.3596  1.2955  27.4668
Si  4.0914  4.0558  27.313
Si  1.249  6.8378  27.3968
Si  3.99  9.3791  27.1988
Si  6.8058  1.3624  27.271
Si  9.514  4.0539  27.1334
Si  6.7502  6.6469  27.3482
Si  9.4794  9.538  27.3443
Si  -0.0401  2.7497  28.6206
Si  2.7302  -0.1252  28.7193
Si  -0.0614  8.1935  28.7654
Si  2.6971  5.444  28.6241
Si  5.448  2.6971  28.689
Si  8.1302  0.0218  28.6616
Si  5.3843  8.0904  28.6043
Si  8.1749  5.3391  28.6661
Si  1.3308  4.0911  29.9855
Si  4.0805  1.3158  30.0208
Si  1.3489  9.4889  30.1072
Si  4.0501  6.7791  30.0095
Si  6.8046  4.0357  30.0538
Si  9.5034  1.3804  30.0032
Si  6.7507  9.5003  29.965
Si  9.4716  6.7725  30.0384
Si  -0.0118  0.0313  31.3774
Si  2.6969  2.7144  31.3404
Si  -0.0039  5.4443  31.3799
Si  2.7263  8.1233  31.4167
Si  5.4456  -0.0173  31.3815
Si  8.159  2.6982  31.4053
Si  5.4286  5.441  31.3642
Si  8.1181  8.1613  31.3622
Si  1.3446  1.3823  32.7343
Si  4.0554  4.0858  32.7098
Si  1.3625  6.7783  32.7602
Si  4.0866  9.5164  32.7418
Si  6.8103  1.3384  32.7536
Si  9.5063  4.0917  32.7312
Si  6.7678  6.8157  32.7337
Si  9.5093  9.5336  32.713
Si  -0.0196  2.7445  6.9257
Si  2.7192  0.0108  6.9105
Si  0.0161  8.1854  6.9078
Si  2.7258  5.4381  6.9686
Si  5.4378  2.7447  6.8935
Si  8.185  0.0014  6.9589
Si  5.4629  8.199  6.9564
Si  8.142  5.4605  6.9186
Si  1.3166  4.0838  8.2991
Si  4.0881  1.3863  8.2322
Si  1.3846  9.529  8.2911
Si  4.1086  6.842  8.2952
Si  6.7823  4.0976  8.2842
Si  9.5361  1.386  8.3111
Si  6.839  9.5454  8.3414
Si  9.5035  6.8533  8.2374
Si  0.0432  0.0251  9.6466
Si  2.7024  2.6914  9.5886
Si  -0.0683  5.4949  9.5999
Si  2.7824  8.2088  9.6768
Si  5.4655  0.0924  9.6212
Si  8.1255  2.7246  9.6572
Si  5.479  5.5103  9.6557
Si  8.2374  8.1925  9.6933
Si  1.4567  1.2972  11.0243
Si  4.0049  4.1364  10.854
Si  1.3206  6.8407  10.9174
Si  4.2005  9.6225  11.0151
Si  6.7588  1.416  11.0819
Si  9.4269  4.1533  10.9663
Si  6.9062  6.8295  11.0649
Si  9.5842  9.6015  11.0541
Si  0.0112  2.791  12.1123
Si  2.8909  -0.0119  12.5164
Si  0.1832  8.2754  12.3591
Si  2.6318  5.4499  12.2373
Si  5.3433  2.908  12.2823
Si  8.1244  0.0161  12.4494
Si  5.6098  8.3155  12.3647
Si  8.183  5.4325  12.5488
Si  1.4669  3.8482  13.5631
Si  3.8737  1.7861  13.7378
Si  1.9566  9.1201  13.8128
Si  4.0746  6.9071  13.3143
Si  6.1886  4.6166  13.6818
Si  9.6773  1.398  13.4647
Si  7.2669  9.1933  13.9403
Si  9.5874  7.0223  13.6197
Si  -1.8218  4.5644  17.7674
Si  10.485  0.9082  20.8222
Si  -2.493  -0.9552  16.5754
Si  0.6714  3.4612  21.2527
Si  11.0139  -0.2898  15.4336
Si  17.9008  -1.2239  23.9985
Si  14.1288  5.3456  16.9813
Si  12.8972  -5.0153  19.8051
Si  -1.9071  4.8211  20.938
Si  10.5304  -3.6171  20.9614
Si  4.9589  3.1683  15.9994
Si  3.8186  -2.8188  21.2504
Si  -1.6167  1.021  23.7785
Si  0.4526  5.6114  15.8305
Si  6.1973  -1.1581  21.1935
Si  5.9996  4.8694  17.8972
Si  8.9  9.6253  19.5695
Si  9.3729  1.7438  16.3887
Si  2.3205  10.7291  21.6814
Si  13.4636  2.0603  23.3397
Si  1.4409  6.4992  23.5661
Si  4.2787  5.859  23.0844
Si  5.9658  15.1118  20.9046
Si  4.6696  1.5435  21.4404
O  -6.7602  -8.6337  22.8106
O  -0.3546  0.6775  24.7342
O  2.673  -5.3298  23.0637
O  3.1506  -3.9957  20.3635
O  -1.4362  6.8713  25.5758
O  1.2286  9.6378  25.5874
O  11.7183  -0.0925  21.0828
O  2.2109  7.6295  24.4552
O  4.1079  1.2648  25.703
O  5.7712  -0.437  24.6486
O  4.9112  5.7186  24.5663
O  8.5119  2.3192  24.4119
O  0.5641  7.176  22.3412
O  6.7612  4.0194  25.3876
O  9.703  12.0833  22.2304
O  7.4498  8.4176  24.9113
O  9.1965  3.0303  17.2971
O  -1.7662  2.1333  14.8257
O  4.5729  1.7614  15.2618
O  8.5962  -1.6785  18.0196
O  3.0644  7.9392  14.1575
O  9.9215  8.6611  20.3955
O  8.2725  11.5218  16.8432
O  13.4744  5.2267  18.4485
O  5.6029  14.1946  17.4927
O  5.1329  5.8514  14.0456
O  12.5773  -6.3455  20.6538
O  10.8377  0.3221  13.941
O  8.3243  7.9625  14.037
O  7.1428  9.5433  15.57
O  11.5456  4.2767  14.9284
O  13.3991  2.673  13.9574
O  8.2664  -0.2304  23.8461
O  1.9858  6.0978  16.2137
O  -0.7027  4.1382  21.7804
O  4.8226  -5.0337  17.2394
O  -0.5587  -5.5407  17.0833
O  1.4501  2.7445  22.4401
O  -7.3442  3.9896  16.1255
O  9.2217  4.5671  19.3639
O  7.5243  -6.6199  21.3838
O  10.8472  0.9843  16.4537
O  9.7656  -1.2674  15.7614
O  12.3604  9.7046  15.3016
O  7.5554  5.1611  17.4408
O  6.1677  3.8432  15.1231
O  5.0182  8.8492  20.5018
O  0.4912  5.5706  24.5044
O  5.4042  -8.1479  20.6296
O  9.1682  6.4045  21.2
O  10.5303  -4.2023  14.9188
O  20.4212  0.2322  19.7008
O  2.3367  0.4455  23.2026
O  2.7301  -1.7017  21.6559
O  -7.5339  0.8024  20.8091
O  2.345  2.7696  24.7597
O  -4.9856  15.9141  19.5015
O  5.7612  11.238  21.576
O  0.1875  2.2986  20.2234
O  5.0564  4.9138  22.0382
O  7.4413  9.6992  20.2115
O  6.6327  9.0358  22.5785
O  0.6179  6.7005  19.7677
O  4.4263  7.3872  22.5844
H  2.1673  0.5614  33.6668
H  0.5222  2.2035  33.6668
H  3.2406  4.9145  33.6423
H  4.8896  3.2766  33.6423
H  2.1913  5.9636  33.6926
H  0.559  7.618  33.6926
H  3.2669  10.3403  33.6742
H  4.9261  8.7127  33.6742
H  7.6435  0.5281  33.686
H  5.9986  2.1701  33.686
H  8.6859  4.9149  33.6636
H  10.3302  3.272  33.6636
H  5.9703  7.6611  33.6662
H  7.5953  5.9997  33.6662
H  10.3427  8.7234  33.6455
H  8.6948  10.3626  33.6455
H  0.8028  1.9234  5.9932
H  -0.8435  3.5642  5.9932
H  3.5389  -0.8131  5.9781
H  1.8965  0.8317  5.9781
H  0.8196  7.3457  5.9754
H  -0.8172  8.9955  5.9754
H  1.897  6.2529  6.0361
H  3.5406  4.6094  6.0361
H  6.2496  1.9129  5.9611
H  4.6037  3.5539  5.9611
H  8.9995  -0.8276  6.0264
H  7.3518  0.8117  6.0264
H  6.2604  7.3536  6.024
H  4.6233  9.0026  6.024
H  8.9625  4.6374  5.9861
H  7.3145  6.2766  5.9861

Results
free energy: -113755.683 eV
free energy less fixed offsets of H -15.71, O -570.45, Si -639.56 eV per atom: 3.037 eV

Forces (eV/angstrom), in the order of the atoms: element, x, y, z
Si  -0.0016  0.0054  -0.0283
Si  -0.0077  0.0028  -0.0314
Si  0.0128  0.0014  -0.0271
Si  0.0013  -0.004  -0.0197
Si  0.0081  -0.0078  -0.0341
Si  0.0062  -0.0117  -0.0227
Si  -0.008  0.0115  -0.0316
Si  -0.003  0.0089  -0.0271
Si  0.0056  -0.0095  -0.0093
Si  0.005  -0.0077  -0.0071
Si  -0.0065  0.0076  -0.0091
Si  -0.0109  0.0054  -0.0117
Si  -0.0076  0.0052  -0.0135
Si  -0.0101  0.0095  -0.0112
Si  0.0062  -0.0063  -0.0129
Si  0.0055  -0.0075  -0.0108
Si  -0.0033  -0.0034  0.0061
Si  -0.0019  -0.0056  0.0013
Si  0.0029  0.0033  0.011
Si  -0.0006  0.0007  0.0057
Si  0.0061  -0.0011  0.0081
Si  0.0019  -0.0001  0.0157
Si  0.0013  0.0115  0.0056
Si  0.0022  -0.0048  0.0111
Si  0.0042  0.0007  0.0286
Si  -0.015  -0.0042  0.0103
Si  0.0013  -0.0026  -0.0004
Si  -0.0046  0.0004  0.0197
Si  0.0009  0.0104  0.0124
Si  -0.0133  -0.0101  0.0187
Si  -0.0027  -0.0094  0.0256
Si  -0.0037  -0.0035  0.014
Si  0.0156  -0.0225  0.1764
Si  0.0306  -0.0134  0.1752
Si  -0.0223  0.0122  0.1836
Si  -0.0255  0.038  0.1861
Si  -0.0015  0.0025  0.1877
Si  -0.0039  0.0187  0.1908
Si  0.0383  -0.0546  0.1702
Si  0.0051  0.016  0.1692
Si  -0.0094  0.0014  0.2942
Si  0.1025  -0.0889  0.1938
Si  -0.0192  0.0372  0.3736
Si  -0.0191  -0.0277  0.3343
Si  -0.0118  -0.0236  0.3052
Si  0.0633  -0.0774  0.3518
Si  0.0224  0.012  0.2878
Si  -0.0773  -0.0198  0.1923
Si  -0.0625  0.0355  -0.3832
Si  0.0377  -0.0173  -0.3429
Si  0.0615  -0.0762  -0.3192
Si  -0.0384  0.1239  -0.1484
Si  -0.0159  0.0542  -0.3719
Si  0.0123  0.0376  -0.2442
Si  0.0027  0.0078  -0.2788
Si  -0.0225  0.0252  -0.2936
Si  -0.0095  0.035  -0.1647
Si  0.0021  -0.0202  -0.1985
Si  0.0163  -0.0163  -0.1844
Si  -0.0166  -0.0053  -0.1592
Si  0.0109  0.0069  -0.1797
Si  -0.0235  0.0037  -0.1644
Si  -0.0235  0.0098  -0.177
Si  0.0023  -0.0133  -0.1968
Si  -0.0054  0.0048  -0.0231
Si  0.0077  0.0047  -0.0177
Si  -0.0052  -0.0096  -0.0052
Si  0.015  0.0083  -0.0189
Si  0.003  0.0058  -0.0165
Si  0.0131  0.0031  -0.0205
Si  -0.0053  -0.0015  -0.0175
Si  0.0108  0.0028  -0.0207
Si  0.0014  0.0028  -0.0032
Si  0.0045  0.0007  -0.0006
Si  -0.0018  -0.0093  -0.0116
Si  -0.0086  0.0006  -0.0035
Si  -0.0046  0.0022  -0.0128
Si  0.0038  0.0055  -0.0073
Si  -0.0036  -0.0062  -0.0122
Si  0.0015  -0.003  -0.0048
Si  -0.0002  -0.0013  0.0123
Si  0.0033  0.0035  0.0159
Si  -0.0073  -0.0043  0.0179
Si  -0.0012  0.0002  0.0226
Si  -0.0032  0.0036  0.014
Si  0.0042  0.0034  0.0128
Si  -0.0035  -0.0007  0.011
Si  0.0031  0.0017  0.0125
Si  0.007  -0.0048  -0.0484
Si  -0.008  -0.0009  -0.0491
Si  -0.0008  0.001  -0.0476
Si  0.0016  -0.0039  -0.0202
Si  0.0062  0.0058  -0.0507
Si  0.0059  -0.0062  -0.043
Si  -0.0028  -0.0067  -0.0563
Si  -0.007  -0.0015  -0.0396
Si  0.0114  -0.0068  -0.1301
Si  -0.0054  -0.0061  -0.0756
Si  -0.0064  0.0058  -0.0924
Si  -0.0082  0.0134  -0.0628
Si  0.0162  -0.0023  -0.0613
Si  -0.0016  -0.0005  -0.0705
Si  -0.002  -0.0078  -0.0871
Si  0.0086  -0.0145  -0.0859
Si  -0.0026  -0.002  -0.0696
Si  -0.0131  0.0034  -0.0676
Si  0.0063  -0.0178  -0.0779
Si  -0.0048  -0.0049  -0.0608
Si  0.0027  -0.0056  -0.0763
Si  -0.0061  0.0005  -0.0818
Si  0.0073  0.0029  -0.0659
Si  -0.003  -0.0174  -0.0615
Si  -0.0027  -0.0063  -0.0912
Si  0.0082  -0.0064  -0.0759
Si  -0.0032  -0.0047  -0.0448
Si  -0.0007  -0.0077  -0.0728
Si  -0.0046  0.0018  -0.0802
Si  0.0027  0.0022  -0.0785
Si  0.0154  0.0081  -0.0849
Si  0.0114  0.0027  -0.0575
O  -0.0137  0.0059  0.0342
O  0.0116  -0.0103  0.046
O  -0.0054  0.0013  0.0266
O  0.0127  0.0175  0.0336
O  -0.0088  -0.0092  0.0214
O  -0.0034  -0.0006  0.0165
O  0.0104  -0.0021  0.0234
O  0.0075  0.0187  0.0512
O  0.0013  0.0004  0.0217
O  -0.0138  0.0112  0.0438
O  0.0203  -0.0118  0.0676
O  -0.0131  0.0177  0.0398
O  0.0227  -0.0083  0.0544
O  0.0003  0.0022  0.0267
O  -0.015  0.0015  0.0599
O  0.0085  -0.0113  0.0423
O  -0.0037  0.0215  0.0363
O  -0.0054  0.0051  0.052
O  0.0094  0.0105  0.0482
O  0.0074  -0.0066  0.0722
O  -0.0024  0.0041  0.0169
O  0.0104  -0.012  0.0331
O  -0.004  -0.0031  0.0301
O  -0.0167  0.0107  0.0694
O  0.0094  0.0135  0.045
O  -0.0011  -0.0064  0.0167
O  -0.0073  -0.0158  0.0305
O  0.003  -0.0082  0.0336
O  0.0025  0.0152  0.0202
O  0.0087  0.0051  0.0478
O  -0.0094  0.0178  0.0423
O  0.0063  0.008  0.0231
O  -0.0015  -0.001  0.023
O  0.0186  -0.0012  0.0324
O  0.0047  -0.0044  0.0257
O  0.0078  0.002  0.0293
O  -0.0201  -0.0075  0.0448
O  0.0158  -0.0122  0.0346
O  -0.0059  0.0144  0.035
O  -0.0001  0.0034  0.0498
O  -0.0033  -0.0029  0.032
O  -0.0061  0.0101  0.0325
O  -0.0149  0  0.0353
O  -0.0094  0.0065  0.0228
O  -0.0015  0.0027  0.0235
O  -0.0113  -0.0049  0.0558
O  -0.0025  -0.001  0.0248
O  -0.0188  -0.0062  0.0479
O  -0.0079  -0.0124  0.024
O  0.0014  0.004  0.0244
O  0.0162  -0.015  0.0433
O  0.0111  0.0124  0.0368
O  -0.0003  0.0077  0.032
O  -0.0034  0.0027  0.0223
O  -0.0029  -0.0016  0.018
O  0.0048  0.0052  0.0592
O  -0.0027  -0.0042  0.0785
O  -0.002  0.0005  0.026
O  0.0037  -0.0001  0.0269
O  -0.0195  0.0142  0.0451
O  -0.0268  0.0027  0.0417
O  0.0093  -0.0008  0.0547
O  -0.0065  0.0055  0.0303
O  0.004  -0.0126  0.0383
H  -0.2553  0.2609  -0.284
H  0.3416  -0.2799  -0.2652
H  0.321  -0.3689  -0.2916
H  -0.2864  0.2074  -0.2805
H  -0.4149  0.2958  -0.2297
H  0.2327  -0.2829  -0.2591
H  0.2412  -0.2679  -0.2802
H  -0.3663  0.3518  -0.2313
H  -0.3877  0.3197  -0.2308
H  0.2042  -0.277  -0.2731
H  0.2844  -0.2707  -0.2839
H  -0.3151  0.3269  -0.2303
H  0.2857  -0.4078  -0.2636
H  -0.2808  0.2683  -0.2782
H  -0.2726  0.2254  -0.3093
H  0.3164  -0.3863  -0.2552
H  -0.2767  0.2594  0.2882
H  0.285  -0.3373  0.2635
H  -0.339  0.2841  0.2349
H  0.2682  -0.2753  0.2728
H  -0.2642  0.305  0.2463
H  0.4097  -0.2368  0.2455
H  0.3016  -0.2658  0.28
H  -0.314  0.3158  0.3151
H  -0.2009  0.3145  0.2694
H  0.368  -0.3048  0.2158
H  -0.3039  0.351  0.2799
H  0.2694  -0.2471  0.2989
H  -0.2428  0.3734  0.2765
H  0.3834  -0.2072  0.292
H  -0.2774  0.3239  0.275
H  0.2633  -0.3681  0.2405

The program warned: the cutoff lies below the one the program advises for these potential files; the forces do not sum to zero within the program's tolerance; empty levels may hold ghost states of the PAW files; the exchange-correlation potential is rough where the density is thin.
